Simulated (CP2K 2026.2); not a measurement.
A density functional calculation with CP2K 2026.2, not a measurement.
Periodic cell of 1152 atoms, Si864O288, from a study of silicon, its oxide and their interface. The atomic structure is a simulated model.
Doubt: the forces sum to 3.98 eV/angstrom along one axis rather than to zero, so they err by at least 0.0035 eV/angstrom per atom on average; the grid cutoff is modest.

Settings: functional PBE; method Gaussian and plane waves; basis set DZVP-MOLOPT-SR-GTH; pseudopotentials GTH-PBE; grid cutoff 350 Ry, relative cutoff 50 Ry; k points Gamma only; occupations fixed; spin none; net charge 0.

Cell vectors (angstrom)
a	32.64	0	0
b	0	16.32	0
c	-5.2445	-0.1838	38.603

Atoms and the computed forces on them: element, x, y, z (angstrom), force x, y, z (eV/angstrom)
Si	1.1997	15.2427	0.0986	0.0933	-0.2153	0.73
Si	4.129	1.2849	0.4571	0.0226	-0.0106	0.4485
Si	1.8792	3.4124	0.1355	-0.0629	0.1981	0.7884
Si	3.8134	6.953	0.0774	0.159	-0.1386	0.7068
Si	1.823	9.3537	0.1702	-0.1527	0.0347	0.7101
Si	4.4442	12.1241	0.2061	-0.1817	0.0514	0.7318
Si	6.3465	15.4482	0.0688	0.0798	-0.0962	0.7633
Si	3.9363	1.4643	38.5931	0.1404	-0.0761	0.7266
Si	1.6696	3.6229	38.5569	-0.1131	0.2201	0.7548
Si	9.6296	6.7864	0.0524	-0.2748	0.0334	0.734
Si	6.3681	9.7037	0.3262	0.1926	0.0255	0.6934
Si	9.629	12.2127	0.2351	-0.2174	-0.019	0.6715
Si	12.3689	14.6217	0.0512	0.0092	0.1929	0.6998
Si	15.222	1.1297	0.1546	-0.246	0.1254	0.6656
Si	6.487	4.2466	38.2741	0.4352	-0.2459	0.6775
Si	9.9927	6.3592	38.4793	-0.2282	0.2627	0.6761
Si	11.7121	9.899	0.0602	0.1789	-0.1225	0.7398
Si	9.2715	12.1511	38.4379	0.2873	-0.1276	0.6794
Si	17.3132	15.1036	0.3624	0.1448	-0.0948	0.7193
Si	20.5291	1.0382	0.0806	-0.0631	0.1996	0.7429
Si	17.4661	4.3326	0.1998	0.0855	-0.0934	0.7854
Si	20.2408	7.0714	0.0086	0.0927	-0.2337	0.6759
Si	12.8194	9.1657	38.5903	-0.2823	0.1279	0.6954
Si	15.3739	11.6575	38.5601	-0.1118	0.3112	0.6693
Si	17.6474	15.0914	38.5663	0.1385	-0.1867	0.7053
Si	25.7502	1.6543	0.0325	0.0665	-0.2554	0.7331
Si	18.1143	3.5189	38.5647	-0.1311	0.2159	0.7537
Si	26.202	6.5594	0.0079	-0.1673	0.0821	0.6932
Si	22.9062	9.668	0.0517	0.2249	-0.091	0.6844
Si	26.0638	12.012	0.0436	-0.2785	0.2849	0.6663
Si	28.7347	14.8328	0.0757	-0.2405	0.2095	0.741
Si	31.5731	1.0621	0.1034	-0.0956	0.1776	0.7395
Si	23.1519	4.1222	38.6018	0.1723	-0.0892	0.6674
Si	31.5316	6.7443	0.2338	0.0789	-0.2135	0.5881
Si	28.3969	9.832	0.0506	0.2298	-0.3637	0.673
Si	25.7469	12.4023	38.5786	0.2771	-0.2676	0.6677
Si	2.6846	16.2448	1.6167	-0.0337	-0.0243	-0.0341
Si	5.5306	2.7482	1.5479	0.0335	0.0163	-0.042
Si	2.7432	5.3024	1.3488	-0.0262	-0.0031	-0.0394
Si	5.2434	8.1327	1.5755	0.0041	-0.0022	-0.0422
Si	2.8655	10.9271	1.5165	-0.0211	-0.0038	-0.0695
Si	5.5015	13.7237	1.4881	0.0225	0.0102	-0.0469
Si	8.0633	0.1045	1.359	0.0153	-0.0191	-0.0627
Si	10.7987	2.8314	1.1935	0.0042	0.0017	-0.0592
Si	8.042	5.487	1.2281	0.0153	-0.0135	-0.0585
Si	10.7784	8.2507	1.4335	0.0078	-0.0084	-0.0429
Si	8.0778	10.9041	1.426	0.0022	0.0231	-0.0355
Si	10.8915	13.6128	1.5588	0.0084	0.0051	-0.028
Si	13.5252	16.2854	1.2937	0.0007	-0.0159	-0.0521
Si	16.3128	2.7291	1.4461	0.002	0.0102	-0.0187
Si	13.5	5.4392	1.0462	-0.0389	-0.0191	-0.0232
Si	16.3239	8.2183	1.1626	0.0118	-0.0352	-0.0653
Si	13.4492	10.879	1.3183	-0.0088	0.0108	-0.0765
Si	16.0929	13.435	1.3571	-0.0475	-0.0385	-0.0539
Si	19.0038	16.2638	1.4728	0.0044	-0.0002	-0.0204
Si	21.7412	2.6573	1.3268	0.0001	-0.0019	-0.0697
Si	19.0827	5.5159	1.3685	-0.0101	-0.007	-0.0711
Si	21.7555	8.1634	1.4097	0.0083	0.0133	-0.0557
Si	19.1081	10.8315	1.4508	0.0371	0.0052	-0.0495
Si	21.7504	13.5703	1.1588	0.0083	0.0069	-0.0411
Si	24.5071	0.0527	1.2928	-0.0201	0.0132	-0.0591
Si	27.2521	2.7933	1.3966	-0.004	0.0364	-0.0361
Si	24.4995	5.403	1.2057	0.0372	-0.0088	-0.0518
Si	27.3195	8.1443	1.322	0.0041	-0.0054	-0.0046
Si	24.4983	10.8376	1.3304	-0.0069	-0.0139	-0.0509
Si	27.1531	13.6491	1.3316	0.0243	-0.0065	-0.046
Si	29.954	-0.0052	1.4104	0.012	-0.0091	-0.0475
Si	0.1247	2.5646	1.4594	0.008	-0.0026	-0.0633
Si	30.0337	5.3578	1.3694	-0.0363	0.0051	-0.0152
Si	0.2077	8.1922	1.46	0.0176	0.0076	-0.0456
Si	30.0039	10.9209	1.336	0.0141	-0.0065	-0.0135
Si	0.0135	13.6167	1.3106	-0.0152	-0.0137	-0.066
Si	1.3738	1.2983	2.9503	-0.0107	-0.0035	0.0319
Si	4.1315	4.1163	2.8198	-0.0113	-0.0042	0.0103
Si	1.4439	6.7118	2.7849	0.0219	0.0149	0.031
Si	4.0476	9.5411	2.9727	0.017	0.0089	0.029
Si	1.3578	12.2572	2.7186	0.0029	0.0268	0.0075
Si	4.0644	14.8974	2.8971	0.0144	0.0021	0.0112
Si	6.8385	1.3777	2.8851	-0.0132	-0.0018	0.0269
Si	9.4608	4.1573	2.6354	-0.031	-0.0209	0.024
Si	6.7568	6.7883	2.7343	0.0198	-0.0041	0.0071
Si	9.4213	9.5534	2.809	-0.0134	-0.0007	0.0111
Si	6.834	12.3202	2.8236	-0.0067	-0.0248	0.0169
Si	9.4566	15.0449	2.7171	-0.0316	0.0097	-0.0062
Si	12.1604	1.415	2.5726	-0.0073	0.0065	-0.0012
Si	14.8194	4.1177	2.602	0.0061	0.053	0.0156
Si	12.2607	6.8266	2.5851	0.0127	-0.0456	0.0108
Si	14.9308	9.5236	2.5755	0.0097	-0.0045	-0.0031
Si	12.2263	12.2146	2.842	0.0103	-0.0171	0.0218
Si	14.8401	14.9084	2.7313	-0.0005	-0.0054	0.0153
Si	17.6945	1.3844	2.7876	-0.0164	-0.0043	0.0155
Si	20.4185	4.0834	2.6675	-0.0038	-0.0197	0.006
Si	17.6626	6.8899	2.6579	-0.0033	0.0319	0.0313
Si	20.4299	9.4965	2.8219	-0.0142	-0.0073	0.0312
Si	17.6235	12.1946	2.6679	0.0095	0.0339	0.0226
Si	20.41	14.8533	2.6821	0.0397	-0.018	0.0404
Si	23.1274	1.348	2.7142	0.0206	0.0149	0.0351
Si	25.833	4.1182	2.7088	-0.0326	0.0147	0.0442
Si	23.1638	6.7528	2.6349	0.0281	-0.0078	0.0112
Si	25.8698	9.4574	2.6725	-0.0029	-0.0182	0.0174
Si	23.1255	12.2624	2.6214	-0.0227	0.0026	0.0154
Si	25.8143	14.9968	2.6847	-0.0039	-0.0016	0.0057
Si	28.5943	1.3852	2.7185	0.0051	-0.0043	-0.0135
Si	31.3601	3.9908	2.7302	0.036	0.0266	0.0114
Si	28.6798	6.7968	2.7004	-0.0255	-0.0313	0.02
Si	31.3619	9.5437	2.7021	-0.0085	-0.0102	0.0024
Si	28.5663	12.2579	2.6862	0.0007	0.0269	0.0316
Si	31.3022	14.9335	2.7638	0.0149	0.0035	0.0301
Si	-0.0229	16.2605	4.2081	-0.0045	-0.0351	0.0118
Si	2.7638	2.7345	4.176	-0.0214	0.0121	-0.0262
Si	0.0189	5.4052	4.1129	-0.0224	0.0125	-0.0131
Si	2.7043	8.1099	4.219	-0.0271	0.0077	-0.0134
Si	0.0219	10.8961	4.1001	-0.0003	-0.0107	0.029
Si	2.6858	13.551	4.1874	-0.0144	-0.0239	-0.0028
Si	5.4352	0.0017	4.1851	0.0195	0.0059	-0.0303
Si	8.2084	2.7872	4.1311	0.001	0.0275	-0.012
Si	5.4611	5.465	4.1755	0.0008	0.0026	0.0051
Si	8.1051	8.1468	4.122	-0.0046	0.0083	0.0105
Si	5.4765	10.9287	4.1931	0.0088	-0.0049	-0.019
Si	8.1925	13.6599	4.1546	0.0068	-0.0148	0.0013
Si	10.8424	0.0843	4.0345	0.0077	0.0211	0.0061
Si	13.5249	2.7359	3.9929	0.0074	-0.0086	0.009
Si	10.8711	5.487	3.9873	-0.0023	0.0094	-0.0257
Si	13.6104	8.157	3.986	-0.0076	0.0046	0.0191
Si	10.8364	10.867	4.1491	0.0267	0.0068	0.0048
Si	13.5547	13.6005	4.1693	0.0107	0.0075	-0.0007
Si	16.2752	16.2925	4.0428	0.0157	-0.0255	-0.022
Si	19.0635	2.7554	4.0796	0.0105	-0.0103	0.022
Si	16.2599	5.4738	3.9571	0	-0.0086	-0.024
Si	19.0078	8.1606	4.1088	0.0055	-0.0134	0.0039
Si	16.2777	10.8429	4.024	-0.0144	-0.0072	-0.0085
Si	19.0001	13.5547	4.0384	0.0083	-0.007	0.0047
Si	21.7616	16.2674	4.0343	0.0112	-0.0062	-0.0114
Si	24.4836	2.7301	4.0646	-0.0054	0.0048	-0.007
Si	21.7886	5.4263	4.0262	-0.013	0.0107	0.0089
Si	24.5	8.1201	4.0306	-0.0041	0.0104	0.0157
Si	21.8026	10.9141	4.065	0.0007	-0.0011	0.0061
Si	24.4674	13.6077	4.028	-0.0102	-0.0112	-0.0078
Si	27.206	0.0135	4.0464	-0.0104	-0.0018	-0.0004
Si	29.9614	2.6938	4.1049	0.0072	-0.0072	0.0027
Si	27.2353	5.4699	4.0439	0.0067	0.0077	-0.0081
Si	29.9904	8.1774	4.0652	-0.0072	0.0069	0.0235
Si	27.2127	10.8611	4.0259	0.0075	0.0022	-0.006
Si	29.9139	13.5861	4.0941	0.0063	-0.0081	-0.0045
Si	1.3552	14.9279	21.7884	0.0113	0.0166	0.0035
Si	4.048	1.3603	21.8188	-0.0005	0.008	-0.0015
Si	1.3665	4.0882	21.7955	-0.0066	0.0069	0.0034
Si	4.0479	6.8091	21.8064	-0.0024	0.0002	0.0047
Si	1.3582	9.5228	21.7929	-0.0083	0.0008	0.0008
Si	4.095	12.29	21.8068	-0.0032	0.0105	0.0023
Si	6.8102	14.9796	21.8294	0.0113	-0.0011	-0.0029
Si	9.51	1.3606	21.8601	-0.0036	-0.0099	0.0019
Si	6.7992	4.0642	21.8341	0.0036	0.0171	-0.0086
Si	9.4947	6.7984	21.8591	-0.0062	0.0034	-0.0017
Si	6.8347	9.5282	21.8219	0.0027	0.0052	-0.0135
Si	9.5203	12.238	21.8285	0.0053	0.0118	-0.0066
Si	12.215	14.9606	21.814	-0.0064	-0.0089	-0.0077
Si	14.9544	1.3537	21.7943	0.0093	-0.019	0.0022
Si	12.2255	4.0768	21.8415	-0.0006	0.0107	-0.0069
Si	14.9346	6.7824	21.7978	0.014	-0.0241	0.0044
Si	12.2385	9.5282	21.8507	0.0001	0.0166	-0.0061
Si	14.9343	12.2185	21.7801	-0.0168	-0.0106	-0.0098
Si	17.6532	14.9456	21.7365	0.0095	-0.0205	0.0022
Si	20.3885	1.3398	21.6154	-0.0172	0.0036	-0.0136
Si	17.655	4.0899	21.6761	-0.0028	-0.0191	-0.0106
Si	20.3722	6.7894	21.6669	-0.0032	-0.0155	-0.0099
Si	17.6565	9.5032	21.7351	-0.0064	0.0008	-0.0074
Si	20.3813	12.233	21.6663	0.0023	-0.0226	-0.0119
Si	23.1431	14.9258	21.6442	-0.0022	0.0024	0.0013
Si	25.8896	1.3742	21.6305	-0.0173	0.0223	-0.0233
Si	23.114	4.0873	21.608	-0.0027	0.0076	-0.0182
Si	25.8732	6.8282	21.6653	0.019	0.004	-0.0114
Si	23.161	9.5536	21.651	0.0133	0.0025	-0.0078
Si	25.8295	12.2533	21.7007	0.0041	-0.002	0.0039
Si	28.5731	14.944	21.733	-0.0169	0.0164	0.0054
Si	-1.3952	1.3567	21.7638	0.0057	-0.0057	-0.0017
Si	28.6154	4.0717	21.729	0.0017	0.0169	-0.0025
Si	-1.3599	6.7751	21.7536	0.0045	-0.0249	-0.0113
Si	28.571	9.5029	21.7208	0.0058	0.012	0.002
Si	-1.3698	12.2204	21.8048	-0.0136	-0.0016	0.0076
Si	2.7118	-0.0516	23.1603	-0.009	0.0025	0.0129
Si	5.3946	2.7355	23.1827	-0.0015	-0.0053	-0.0151
Si	2.6971	5.456	23.2022	-0.0017	0.0015	-0.0083
Si	5.4447	8.1615	23.1261	0.0059	0.0083	-0.0073
Si	2.7001	10.9412	23.1199	0.005	-0.0185	0.0093
Si	5.4811	13.6186	23.2077	0.0031	0.003	0.0137
Si	8.1153	0.0336	23.2347	0.0071	0.0109	0.006
Si	10.8902	2.7046	23.229	-0.0101	0.0023	-0.0169
Si	8.1469	5.4067	23.2291	-0.0091	-0.0038	0.0242
Si	10.8597	8.1746	23.2085	0.0144	0.0003	-0.011
Si	8.1651	10.9034	23.2226	-0.0046	-0.0013	-0.0081
Si	10.8792	13.5863	23.1944	0.0053	-0.018	0.0181
Si	13.5715	0.007	23.1666	-0.0062	0.0085	-0.0095
Si	16.3498	2.7496	23.0855	0.0014	0.0249	0.0212
Si	13.5876	5.4316	23.2061	-0.0063	-0.0122	0.0116
Si	16.3053	8.1532	23.128	-0.0053	0.0139	-0.0044
Si	13.6117	10.8906	23.2214	-0.0075	0.0165	0.0101
Si	16.2885	13.5838	23.1165	0.0153	-0.0021	0.0026
Si	19.0912	-0.0264	23.0119	0.011	0.0195	0.0034
Si	21.6994	2.7601	22.9214	0.0033	0.0145	-0.0016
Si	19.0121	5.4217	23.037	0.0071	0.0122	-0.0052
Si	21.782	8.175	22.9208	-0.0105	0.0012	-0.01
Si	19.0225	10.8943	23.043	0.0053	-0.0037	0.0142
Si	21.783	13.5563	22.9948	-0.0094	-0.0131	-0.0103
Si	24.5142	0.0167	22.9232	0.0069	-0.0206	0.0114
Si	27.2894	2.6503	23.0338	0.0067	-0.0277	-0.0041
Si	24.5092	5.4253	22.9284	-0.0151	0.0066	0.0096
Si	27.2024	8.1728	23.0829	-0.0042	-0.0275	0.0046
Si	24.4945	10.8938	23.0769	-0.0051	-0.0014	-0.0016
Si	27.1737	13.6138	23.0687	-0.0041	-0.0108	0.0438
Si	-2.7328	-0.0315	23.138	0.0188	0.008	-0.0043
Si	-0.046	2.7379	23.1013	-0.0068	0.002	0.0052
Si	-2.7094	5.4375	23.146	0.0046	-0.0057	0.022
Si	-0.0048	8.1167	23.1178	-0.0001	0.006	-0.0187
Si	-2.7259	10.8098	23.136	0.0019	0.0008	0.0041
Si	-0.0264	13.6046	23.1719	-0.0014	0.0001	-0.0034
Si	1.2325	1.2829	24.4059	-0.0246	-0.0165	-0.0216
Si	4.0546	4.0943	24.5668	0.0337	0.0253	-0.0005
Si	1.3326	6.8302	24.5604	-0.0229	-0.0156	0.011
Si	4.1451	9.6332	24.4064	0.0342	0.0195	-0.0313
Si	1.3284	12.2515	24.5312	0.0094	-0.0066	0.0078
Si	4.1382	14.9868	24.5693	0.0081	0.0289	-0.0139
Si	6.6946	1.3961	24.598	0.0036	-0.0263	-0.0254
Si	9.5281	4.0418	24.6101	-0.0198	0.0024	-0.0184
Si	6.6976	6.7468	24.5356	-0.0397	-0.0173	-0.02
Si	9.5267	9.5562	24.5912	0.0204	0.0093	-0.0033
Si	6.8228	12.2636	24.6219	-0.0084	0.0049	-0.0086
Si	9.4969	14.948	24.5325	-0.0036	-0.0222	-0.0423
Si	12.2652	1.3537	24.6087	0.0067	0.0273	0.0027
Si	14.9775	4.0343	24.5268	0.0218	-0.0231	-0.0302
Si	12.2086	6.8104	24.569	-0.0045	-0.0121	-0.0092
Si	14.9784	9.4871	24.557	-0.01	0.0139	-0.0238
Si	12.2621	12.274	24.6094	-0.0145	0.0259	-0.0345
Si	14.9286	14.9475	24.4844	-0.0133	-0.0452	-0.001
Si	17.8228	1.4153	24.3429	0.0303	0.0407	-0.028
Si	20.3807	4.0646	24.3715	-0.0187	-0.0215	-0.01
Si	17.694	6.7761	24.4268	-0.0093	-0.0159	-0.0141
Si	20.4916	9.5599	24.2881	0.0207	0.015	-0.0267
Si	17.6419	12.2009	24.4548	-0.0074	-0.0052	-0.0226
Si	20.4333	14.8843	24.3472	-0.0067	0.0092	-0.0183
Si	23.0576	1.3538	24.1484	-0.0004	0.0064	-0.0268
Si	25.8973	4.0554	24.232	0.0006	0.0279	-0.028
Si	23.1144	6.7782	24.2233	-0.0063	0.0056	-0.0454
Si	25.8291	9.5144	24.4502	0.0055	0.0145	-0.002
Si	23.1466	12.2838	24.4196	-0.0207	-0.0044	-0.0098
Si	25.8949	15.1229	24.3777	0.0604	0.0218	-0.022
Si	28.591	1.3205	24.5328	-0.0463	0.0197	-0.0078
Si	-1.3329	4.1016	24.5412	0.0308	0.0032	-0.0282
Si	28.544	6.8248	24.4691	0.0075	0.0066	-0.0256
Si	-1.3592	9.4102	24.5088	-0.0295	0.0054	-0.0193
Si	28.4519	12.1435	24.4078	-0.0233	-0.0122	-0.0223
Si	-1.4223	14.9302	24.5506	0.0264	-0.0157	0.0011
Si	-0.0912	0.0085	25.9258	0.0023	0.0155	0.0534
Si	2.5947	2.6515	25.6807	-0.0066	-0.0203	0.0378
Si	-0.0144	5.4911	25.997	-0.0155	-0.0007	0.0555
Si	2.7791	8.3004	25.6928	0.0009	0.0072	0.02
Si	-0.0156	10.7946	25.8473	0.0028	-0.0139	0.0111
Si	2.7619	13.6039	25.8539	-0.0066	-0.0211	0.0206
Si	5.3785	0.0681	26.0695	-0.0117	-0.0072	0.0404
Si	8.0517	2.7456	25.953	-0.0026	0.0101	0.0131
Si	5.3396	5.4375	26.0583	0.025	-0.009	0.0572
Si	8.0877	8.1458	25.7988	-0.0008	0.0068	0.0481
Si	5.4224	10.9158	25.9505	-0.0273	-0.001	0.065
Si	8.16	13.6464	25.9918	-0.0029	0.0116	0.0628
Si	10.8517	-0.0244	25.8915	-0.0038	0.006	0.0649
Si	13.7007	2.6281	26.0094	0.031	0.0157	0.0571
Si	10.9211	5.4001	25.9663	0.0118	-0.0081	0.0345
Si	13.566	8.1747	25.9389	0.0043	0.0183	0.051
Si	10.8897	10.9057	26.0027	0.0222	0.0158	0.0664
Si	13.6255	13.6808	26.0103	-0.0127	-0.0195	0.0631
Si	16.4149	0.0458	25.5645	0.0042	0.0272	0.0329
Si	19.1636	2.7019	25.8526	-0.0052	-0.025	0.0241
Si	16.352	5.4455	25.8368	-0.0183	-0.0086	0.0609
Si	19.1838	8.1486	25.5942	0.0135	0.0018	0.0614
Si	16.3709	10.8244	25.9221	0.0302	0.0163	0.0282
Si	19.0655	13.546	25.7384	0.0242	-0.024	0.0545
Si	21.8101	0.0057	25.5687	0.0128	-0.0001	0.0347
Si	24.4739	2.6589	25.4004	-0.003	-0.0379	0.0392
Si	21.7855	5.4415	25.5959	-0.0235	0.0159	0.049
Si	24.3986	8.1014	25.6414	0.0044	0.0059	0.0654
Si	21.8083	10.8816	25.7579	0.0233	-0.0205	0.0485
Si	24.4782	13.8019	25.6355	-0.0381	0.0028	0.0204
Si	27.2319	0.0335	25.9779	-0.0311	-0.024	0.0515
Si	-2.6761	2.6736	25.8787	0.0372	-0.0024	0.0465
Si	27.1529	5.3864	25.6891	0.0123	-0.0168	0.0501
Si	-2.7547	8.1214	25.9436	0.0052	-0.0199	0.0517
Si	27.1119	10.8516	25.9051	0.0109	0.0211	0.0458
Si	-2.8365	13.4681	25.7565	0.0004	0.0026	0.0457
Si	1.5906	15.1917	27.0793	-0.1439	-0.0767	-0.7657
Si	3.6253	1.2342	27.2132	0.3137	0.0922	-0.6871
Si	1.1613	3.7948	27.0998	0.0562	0.218	-0.7238
Si	4.1729	7.1839	27.1805	-0.0868	-0.2526	-0.6879
Si	1.7025	9.8015	27.1215	-0.1728	-0.0137	-0.6633
Si	3.8683	12.1041	27.3099	0.1917	0.1411	-0.6516
Si	6.9797	15.1901	27.3586	-0.2187	-0.157	-0.713
Si	9.1946	1.0838	27.1177	0.0326	0.0635	-0.7138
Si	7.0159	4.3574	27.3754	-0.3059	-0.216	-0.6643
Si	9.2419	6.606	27.0953	0.1957	0.0257	-0.6906
Si	6.5409	9.2449	27.1715	0.0735	0.149	-0.7139
Si	9.8125	12.568	27.2901	-0.1155	-0.1467	-0.7587
Si	12.0056	14.8516	27.3598	0.2339	0.1408	-0.6909
Si	15.4694	1.4566	27.1513	-0.3628	-0.0773	-0.6923
Si	12.6084	4.2982	27.2601	-0.1867	-0.124	-0.7126
Si	14.7803	6.6028	27.1693	0.1526	0.12	-0.697
Si	12.498	9.7836	27.3384	-0.2725	-0.2388	-0.6993
Si	14.7859	12.0069	27.2218	0.1664	0.221	-0.7254
Si	17.9171	15.213	26.8768	-0.1095	-0.2622	-0.7159
Si	20.3104	0.9752	27.0541	0.2049	0.4691	-0.6113
Si	17.5153	3.8323	27.0754	0.1926	0.1487	-0.8019
Si	20.7102	7.0044	26.9514	-0.086	-0.1202	-0.7232
Si	18.1343	9.649	26.9984	-0.2825	0.0166	-0.668
Si	20.2184	11.9983	27.0621	0.1516	0.1637	-0.6658
Si	23.3834	15.3811	27.0016	-0.1169	-0.2218	-0.6909
Si	25.5112	1.3446	26.992	0.3609	-0.0119	-0.6398
Si	23.3172	4.1251	26.726	-0.2038	-0.0511	-0.6541
Si	25.432	6.4281	26.8676	0.199	0.1449	-0.7245
Si	22.8887	9.2209	27.0285	0.1191	0.1763	-0.7577
Si	25.9025	12.5974	26.955	0.1232	-0.1786	-0.6195
Si	28.2946	14.5453	27.1838	0.0107	0.2269	-0.7097
Si	-1.1204	1.6286	27.3557	-0.2839	-0.2595	-0.697
Si	28.6836	4.2237	27.0272	-0.1951	-0.1549	-0.7718
Si	-1.728	6.4693	27.3355	0.2877	0.3128	-0.6904
Si	28.6917	9.6847	27.2539	-0.1645	-0.1346	-0.6611
Si	-1.7073	11.8586	27.0398	0.0412	0.0752	-0.7859
Si	-1.5461	15.0562	33.8959	-0.0438	0.0219	0.1218
Si	-0.0213	13.4933	29.1657	0.0005	0.0549	-0.0523
Si	23.97	0.8976	34.2023	-0.0137	-0.0665	0.1498
Si	24.9895	2.7084	36.4962	-0.0022	-0.0602	0.1447
Si	1.82	12.4165	31.3967	0.0749	-0.0211	-0.0022
Si	5.6056	2.4748	32.6011	0.0204	0.1066	0.0335
Si	2.7664	13.6289	36.6104	0.0578	0.0801	0.1237
Si	9.576	10.4946	35.648	-0.0944	0.041	0.1971
Si	3.0828	3.3705	29.3538	0.0286	-0.1499	-0.1888
Si	8.5852	1.3175	36.086	0.0227	-0.0692	-0.0434
Si	10.0239	6.9611	29.934	-0.02	0.0775	-0.0541
Si	15.6918	7.0299	30.0664	0.062	0.0641	-0.077
Si	6.9483	9.9246	30.1136	0.0078	-0.0345	-0.1189
Si	15.7128	6.4575	35.6073	-0.0381	0.0648	0.161
Si	12.8085	6.3284	34.345	-0.0119	0.0697	-0.1089
Si	7.0917	3.603	35.1697	-0.1918	0.0306	0.0995
Si	13.0535	13.6043	31.9835	0.0014	-0.0139	0.0436
Si	22.3056	11.6029	31.3976	-0.0416	-0.1473	-0.0021
Si	21.6128	15.901	29.3328	-0.0397	0.0717	-0.1984
Si	22.125	3.7415	29.4111	-0.0099	-0.0337	0.0716
Si	13.3599	4.0645	32.6481	-0.0423	-0.004	0.0836
Si	17.2844	14.2398	33.8431	0.0181	-0.0143	0.0317
Si	12.4789	14.4294	36.1294	0.0333	0.0715	0.0182
Si	18.3157	1.561	34.4398	-0.0027	-0.1221	-0.0214
Si	16.2955	15.7527	29.2918	0.0221	0.0263	-0.127
Si	16.5903	3.7749	35.7613	0.1068	-0.1555	0.1445
Si	-3.2881	4.9748	32.3173	0.0855	-0.0071	-0.0429
Si	0.8292	7.1709	34.6678	-0.1087	-0.0391	0.0882
Si	25.8895	6.3306	29.7837	-0.0116	-0.0971	-0.0724
Si	22.961	6.3316	30.7728	0.0085	-0.0302	0.0042
Si	21.9356	-0.1593	36.3829	0.0652	0.0582	0.0781
Si	-2.5768	12.7892	32.0374	-0.0279	-0.0222	0.0348
Si	25.0006	8.4165	36.8296	-0.0119	0.105	-0.0502
Si	-2.3163	13.5362	36.5423	-0.0004	0.0063	0.0807
Si	28.0736	8.4381	30.1287	-0.12	0.0059	-0.2202
Si	26.6803	3.2882	29.1792	-0.0756	0.099	-0.1616
Si	27.2574	12.7037	33.107	-0.0665	0.1264	0.0372
Si	7.2505	6.9303	31.1595	0.0587	0.042	-0.0689
Si	8.7814	14.1423	32.0865	-0.0176	0.1433	-0.0669
Si	19.47	5.0368	29.1016	0.1184	-0.0877	-0.1732
Si	-2.6798	14.7287	29.9115	-0.0323	-0.065	-0.1801
Si	27.7639	6.2792	34.3269	-0.0847	0.06	-0.0004
Si	0.4882	7.8389	31.659	-0.0056	0.1956	-0.0324
Si	4.026	10.1437	30.9895	-0.0803	-0.0285	0.0584
Si	-1.961	3.1457	34.4635	-0.0995	0.0291	0.0403
Si	-0.4074	10.7323	32.2382	0.0292	-0.0308	-0.038
Si	-0.5619	9.7012	35.0222	-0.0127	0.0795	0.1037
Si	2.7282	8.3478	36.7015	0.0258	0.0255	0.1243
Si	5.7661	4.462	30.1837	0.0932	-0.1068	-0.0329
Si	7.8411	0.6343	31.6714	-0.0353	-0.0701	-0.0035
Si	6.2392	12.8617	32.5738	-0.0791	0.1255	-0.1304
Si	11.556	9.5026	30.3756	0.0341	-0.0171	-0.1952
Si	9.3891	11.7401	30.2648	-0.022	-0.0445	-0.0675
Si	20.632	2.8464	33.2148	-0.0436	0.0314	0.0507
Si	13.8321	2.6031	36.5629	0.135	-0.1574	0.1651
Si	10.2131	7.4342	35.6082	-0.0884	-0.0458	0.0273
Si	12.5119	0.6788	34.7752	0.0045	-0.1195	0.0914
Si	20.4077	11.1807	35.842	-0.0421	-0.0059	0.0698
Si	15.7147	9.2037	34.4205	-0.1635	0.0611	0.0065
Si	-0.2458	4.9149	36.3508	-0.0352	-0.019	0.091
Si	20.297	13.2739	29.8501	0.0504	-0.0143	-0.1167
Si	23.1965	11.5352	34.3414	0.0722	-0.0158	0.0317
Si	24.8248	9.1985	33.2879	-0.0559	0.0225	0.0294
Si	17.8232	11.7961	30.9149	0.085	-0.0271	-0.0243
Si	26.2742	10.556	31.1426	0.053	-0.0005	0.069
Si	18.7352	4.9962	31.9768	-0.0103	-0.009	-0.0241
Si	22.4713	1.4535	31.5326	-0.0197	0.0093	-0.1603
Si	17.9026	11.3947	33.8598	0.0613	-0.0127	-0.0033
Si	20.9518	8.6689	31.3105	-0.0546	-0.027	-0.0447
Si	3.2392	15.2008	31.5564	0.0434	-0.1225	-0.018
Si	13.7315	8.3497	32.1523	0.0428	-0.0412	0.054
Si	19.0684	15.2859	35.8527	0.0257	0.1132	0.1077
Si	-2.0177	6.8096	30.3909	0.0062	-0.0787	-0.294
Si	28.2024	2.4637	31.502	0.0881	-0.0582	-0.0244
Si	24.3362	11.0735	29.0662	-0.1124	-0.0965	-0.0658
Si	-3.923	0.8664	34.0372	0.0227	0.1139	0.1455
Si	18.086	8.8752	29.8941	0.0597	-0.0469	0.0288
Si	4.7521	10.4183	33.7032	-0.0079	-0.0419	0.1273
Si	6.8462	9.1724	35.6166	0.042	0.1274	0.0046
Si	27.4884	4.5757	36.6713	-0.0531	0.0021	0.1874
Si	4.5211	14.9248	34.2715	-0.0316	-0.006	0.1196
Si	24.7521	6.5715	34.295	0.0036	0.0561	-0.0403
Si	27.277	9.0856	35.125	-0.0822	0.0125	0.112
Si	14.5661	14.9654	34.2427	-0.0675	0.0179	0.0605
Si	11.6631	12.2453	34.4082	0.0529	-0.0225	0.0534
Si	5.292	13.7866	29.6873	-0.018	-0.0953	-0.1544
Si	9.8352	0.0518	33.7296	-0.0183	-0.0634	0.0396
Si	2.3604	10.9365	35.4474	0.0705	-0.0814	-0.0302
Si	7.7493	6.5845	34.2276	0.0936	0.0115	-0.0392
Si	2.3353	8.0281	29.359	-0.0006	-0.0364	-0.1519
Si	15.2002	13.0948	30.1437	-0.0202	-0.0004	-0.1599
Si	11.5271	4.2146	30.0948	-0.0856	-0.0558	-0.0457
Si	5.8336	-0.0237	36.5891	-0.0636	-0.06	0.0811
Si	14.4811	1.6708	31.6156	0.0306	0.0793	0.0072
Si	15.8411	4.3052	31.3619	-0.0406	-0.0134	-0.0081
Si	9.893	1.746	29.9526	0.0509	-0.0211	-0.044
Si	19.9366	7.0538	33.7857	0.1438	-0.0341	-0.0373
Si	2.6173	1.7145	31.7885	0.1456	-0.0136	-0.0618
Si	22.325	5.1546	33.6587	-0.0627	0.0895	-0.0288
Si	12.301	16.1159	30.2819	0.0407	-0.0337	-0.1418
Si	19.5841	8.3125	36.5183	-0.0137	0.0322	0.1606
Si	13.7279	10.7909	36.2483	-0.0243	0.0214	0.1251
Si	25.7293	12.7198	35.6287	0.0011	0.0183	0.0541
Si	-1.9774	1.1458	30.4339	0.0993	0.0299	-0.1628
Si	17.0751	0.1014	31.9711	0.0887	0.0774	-0.0552
Si	-3.2036	10.7181	36.1427	0.0602	-0.0239	0.0804
Si	26.4312	15.2937	34.4294	0.0658	-0.0732	-0.0489
Si	-0.0824	1.1318	32.9394	-0.1314	-0.0384	-0.1229
Si	1.3593	14.9301	5.5418	-0.0136	0.0034	0.0183
Si	4.0991	1.3709	5.5356	-0.0071	-0.0128	0.0177
Si	1.376	4.0792	5.505	0.0185	0.0108	-0.0065
Si	4.1082	6.8046	5.5492	0.012	0.0076	0.0124
Si	1.3327	9.5111	5.4998	-0.0074	-0.0012	0.0135
Si	4.0718	12.2292	5.5405	-0.0088	-0.0151	0.0041
Si	6.8073	14.9734	5.5221	-0.0177	-0.0027	0.0008
Si	9.5417	1.4085	5.4744	-0.0165	-0.0102	0.0036
Si	6.8217	4.0965	5.5027	0.012	-0.0078	0.0099
Si	9.5278	6.8055	5.4245	0.0044	-0.0199	-0.0003
Si	6.8071	9.5278	5.5158	0.0141	0.0139	0.0101
Si	9.5285	12.2715	5.499	-0.0042	-0.0047	0.0179
Si	12.1819	15.0128	5.4334	-0.0234	-0.0112	0.0011
Si	14.9112	1.3749	5.3661	-0.0148	-0.0074	-0.0109
Si	12.1965	4.101	5.3806	-0.004	-0.0087	-0.01
Si	14.9464	6.8111	5.3821	0.0218	0.0064	0.0044
Si	12.2465	9.4877	5.4142	-0.004	-0.0087	-0.0027
Si	14.9598	12.2189	5.4354	0.0199	0.0036	0.0074
Si	17.6621	14.9484	5.3982	-0.0088	0.0052	0.0063
Si	20.4108	1.3439	5.3968	0.0121	-0.003	0.0012
Si	17.6376	4.1172	5.3604	-0.0026	0.0235	-0.0034
Si	20.4009	6.7761	5.398	0.0022	-0.0031	0.0075
Si	17.6372	9.5221	5.432	0.0095	-0.0022	0.0115
Si	20.3834	12.2267	5.4128	-0.0062	-0.0034	0.0024
Si	23.1194	14.9459	5.4194	-0.0088	0.0015	0.0092
Si	25.8481	1.3662	5.4163	-0.0071	0.0007	0.0013
Si	23.1226	4.0794	5.4211	0.0132	-0.0016	0.0115
Si	25.8653	6.8005	5.4191	-0.0028	-0.0108	0.0041
Si	23.1491	9.5117	5.3921	-0.0035	-0.0054	0.0111
Si	25.8413	12.2299	5.3782	-0.0025	0.005	0.004
Si	28.5544	14.9678	5.427	0.0044	0.0059	-0.0006
Si	31.2685	1.3389	5.5104	-0.0012	-0.0004	0.0054
Si	28.5769	4.0848	5.4142	-0.0081	0.0152	0.0006
Si	31.3042	6.7971	5.4489	0.0004	0.0016	0.0059
Si	28.5832	9.5206	5.4068	-0.0082	-0.003	-0.0067
Si	31.2838	12.2384	5.4576	-0.0023	-0.0009	0.0042
Si	2.7262	-0.0015	6.8674	-0.0034	-0.001	-0.0088
Si	5.4679	2.7322	6.8685	-0.0007	0.0067	-0.0079
Si	2.7307	5.4356	6.8712	-0.0044	0.0079	-0.0041
Si	5.453	8.1796	6.8855	0.0025	-0.0012	0
Si	2.715	10.8523	6.8669	0.004	-0.0143	-0.0089
Si	5.44	13.6097	6.8702	0.0011	-0.0045	-0.0083
Si	8.1769	0.0342	6.8378	0.0057	0.0102	-0.0052
Si	10.8954	2.7581	6.8198	-0.0069	0.0037	0.0019
Si	8.1876	5.4612	6.8315	-0.005	0.0001	-0.0021
Si	10.8858	8.1529	6.7967	0.0116	0.002	-0.0018
Si	8.1734	10.8958	6.8501	0.0081	-0.0139	-0.007
Si	10.8762	13.6403	6.8359	-0.0064	0.0111	0.0015
Si	13.5778	0.03	6.7753	-0.0047	0.007	-0.0077
Si	16.2906	2.7338	6.7255	0.0048	-0.0018	-0.0092
Si	13.5804	5.4476	6.7428	-0.0028	0.0011	0.0005
Si	16.291	8.152	6.7808	0.0018	0.003	0.0044
Si	13.5898	10.8638	6.7862	0.0072	-0.0011	-0.0054
Si	16.3205	13.5893	6.7805	0.0108	-0.0071	0.0051
Si	19.0242	0.0005	6.7533	0.0021	-0.0091	-0.0052
Si	21.7605	2.7069	6.7692	0.0024	-0.0021	-0.0055
Si	19.0174	5.4357	6.7546	-0.0019	0.0019	-0.0056
Si	21.7603	8.1581	6.7472	-0.0037	0.0052	-0.005
Si	19.0217	10.8748	6.7776	-0.0094	0.0073	0.0027
Si	21.7408	13.5968	6.7713	-0.0009	0.0025	0.002
Si	24.4823	-0.0025	6.7706	0.007	-0.0113	-0.0016
Si	27.2104	2.7243	6.7788	0.0037	-0.0125	-0.007
Si	24.4911	5.4408	6.7726	-0.0032	-0.0016	0.0011
Si	27.2179	8.167	6.7767	-0.0042	0.0029	-0.0028
Si	24.4943	10.874	6.763	0.0006	-0.0081	-0.0039
Si	27.1887	13.5925	6.7646	-0.0006	-0.005	-0.0019
Si	29.8944	-0.0149	6.8352	0.0059	-0.0011	0.0022
Si	0.0073	2.71	6.8438	-0.003	-0.0053	-0.0077
Si	29.9254	5.4396	6.7941	0.0002	0.0081	-0.0063
Si	-0.0129	8.1513	6.8494	-0.0069	0.0077	-0.0034
Si	29.9219	10.8714	6.8	0.0018	-0.0083	0.0031
Si	-0.0121	13.5733	6.8623	0.0065	-0.0018	0.0019
Si	1.363	1.3587	8.2115	0.0089	-0.0009	0.0005
Si	4.0952	4.0806	8.2208	0.0004	0.0002	-0.0026
Si	1.3647	6.8046	8.2064	0.012	0.0129	-0.0003
Si	4.0813	9.5194	8.2339	-0.0091	-0.0016	0.0073
Si	1.3594	12.2242	8.2135	-0.0157	-0.0081	-0.0049
Si	4.0882	14.9676	8.2259	-0.0007	0.0057	0.0005
Si	6.8206	1.371	8.2171	-0.0058	-0.0039	0.0012
Si	9.5297	4.0943	8.192	-0.0031	-0.0068	0.0005
Si	6.8271	6.8089	8.2066	0.0126	0.0122	-0.0035
Si	9.5417	9.5216	8.1773	0.0054	0.0209	0.0001
Si	6.8034	12.2426	8.2118	-0.0129	-0.017	0.0003
Si	9.5171	14.9828	8.2007	-0.0022	-0.0133	-0.0001
Si	12.2444	1.3814	8.1673	0.0012	0.0019	-0.0029
Si	14.9422	4.0868	8.1115	-0.0067	-0.0021	-0.0033
Si	12.2399	6.7904	8.1499	-0.0127	-0.0078	-0.0011
Si	14.9432	9.5111	8.1539	0.0023	-0.0025	-0.0039
Si	12.2443	12.2462	8.1534	0.0064	0.0071	-0.0056
Si	14.9447	14.9661	8.1205	0.0024	-0.0075	-0.0108
Si	17.6535	1.3706	8.0991	0.0072	-0.0053	-0.0012
Si	20.3784	4.068	8.1142	-0.013	-0.0166	-0.0066
Si	17.6687	6.7979	8.1281	0.0019	0.0021	0.0026
Si	20.3922	9.5078	8.1198	-0.0091	-0.0086	-0.0016
Si	17.6755	12.2393	8.1475	0.0098	0.0063	-0.0003
Si	20.3833	14.9646	8.1265	0.0079	0.0009	0.0029
Si	23.1209	1.3554	8.1337	0.0004	0.0091	0.001
Si	25.8437	4.0791	8.1376	-0.0011	0.0087	0.001
Si	23.1175	6.8022	8.1206	0.0055	0.0004	-0.0088
Si	25.8499	9.5222	8.1352	0.0112	0.0113	0.0002
Si	23.1129	12.2301	8.119	-0.0089	-0.0077	-0.0064
Si	25.8354	14.9528	8.134	-0.002	0.0103	-0.0069
Si	28.5463	1.3654	8.1689	-0.0007	-0.0042	-0.0033
Si	31.2807	4.0849	8.1737	-0.0007	0.0061	-0.0035
Si	28.5642	6.8016	8.149	-0.0044	-0.0023	0.0001
Si	31.2662	9.5182	8.186	-0.005	-0.0166	0.0027
Si	28.5536	12.2411	8.1416	0.0057	0.0006	-0.0094
Si	31.2685	14.9533	8.1925	-0.0012	0.0013	-0.0032
Si	-0.0023	-0.008	9.55	-0.0045	-0.0002	-0.004
Si	2.7311	2.7162	9.5664	-0.0017	-0.0024	-0.0033
Si	0.0014	5.436	9.5458	-0.0012	0.0012	-0.0019
Si	2.7234	8.1538	9.5746	0.0047	0.001	0.0094
Si	-0.0042	10.8646	9.5546	0.0086	-0.0064	0.0031
Si	2.7231	13.5949	9.5636	0.0039	-0.0039	-0.0071
Si	5.4556	0.0081	9.571	0.0017	-0.0014	-0.0033
Si	8.1764	2.7355	9.5621	0.002	0.0029	-0.0011
Si	5.4599	5.4482	9.5635	-0.0026	-0.0002	-0.0048
Si	8.1811	8.1738	9.5548	-0.0027	-0.0094	0
Si	5.4468	10.8867	9.5741	-0.0065	-0.0017	0.0024
Si	8.1637	13.6113	9.558	-0.005	0.0161	-0.0006
Si	10.887	0.0218	9.5396	-0.0055	0.0038	0.0013
Si	13.604	2.7389	9.5139	0.0009	-0.0065	0.0036
Si	10.8888	5.4512	9.5407	0.0021	-0.0048	0.0013
Si	13.5872	8.1558	9.5173	0.0028	0.0077	-0.0011
Si	10.8894	10.8915	9.5309	0.0001	-0.0046	0.0007
Si	13.6007	13.6094	9.507	0.0026	-0.0075	0.0018
Si	16.305	0.0091	9.4787	-0.0013	0.006	0.0024
Si	19.016	2.7158	9.4786	0.0044	0.0051	0.0043
Si	16.3024	5.4386	9.4856	0.0116	0.0029	-0.0014
Si	19.0285	8.1571	9.4876	0.0027	0.002	0.003
Si	16.3079	10.8789	9.5021	0.0024	0.0031	0.002
Si	19.0315	13.6055	9.4976	-0.0044	-0.0027	0.0047
Si	21.7483	-0.0001	9.4876	-0.001	0.0015	0.0002
Si	24.4783	2.7185	9.4933	0.0044	-0.0145	-0.0022
Si	21.7453	5.4364	9.4713	-0.0001	0.0071	-0.0048
Si	24.4783	8.1593	9.4858	-0.0049	0.0006	-0.0023
Si	21.7505	10.8728	9.4812	-0.0003	0.002	-0.001
Si	24.4688	13.5932	9.4873	0.001	0.0001	-0.0044
Si	27.1871	-0.0072	9.5095	0.0007	0.0006	0.0016
Si	29.9204	2.7189	9.5246	-0.0071	-0.0052	-0.0003
Si	27.2014	5.4384	9.5022	-0.0002	-0.0046	-0.001
Si	29.9137	8.1513	9.5309	-0.0039	0.0094	0.0079
Si	27.2007	10.8795	9.5045	-0.002	-0.0064	0.0044
Si	29.9082	13.5868	9.5291	-0.0003	0.0002	-0.002
Si	1.3632	14.9585	10.9116	-0.0028	0.0048	-0.0025
Si	4.0925	1.3628	10.9261	0.0005	-0.0002	0.0019
Si	1.367	4.0821	10.9093	0.0061	0.0018	-0.0015
Si	4.0954	6.8006	10.9233	-0.0065	0.0049	-0.0009
Si	1.3632	9.5183	10.9197	-0.0026	-0.004	0.0019
Si	4.0861	12.2447	10.9275	0.0046	0.0004	0.0029
Si	6.8092	14.9638	10.9263	-0.0109	-0.0062	0.0041
Si	9.5295	1.3686	10.9137	-0.003	-0.0016	0.0002
Si	6.8127	4.0871	10.9229	0.0001	-0.0057	-0.0019
Si	9.5305	6.8063	10.9098	0.0042	0.0026	-0.0034
Si	6.8135	9.5231	10.919	-0.0009	0.0051	-0.0007
Si	9.5266	12.2433	10.9026	-0.0019	-0.0054	-0.0036
Si	12.2413	14.9627	10.8827	-0.0031	0.0004	-0.0043
Si	14.9542	1.362	10.8631	0.0032	0.0018	-0.0011
Si	12.2424	4.0835	10.8913	-0.0049	0.0005	-0.0002
Si	14.9501	6.794	10.8669	-0.0022	-0.0056	-0.0018
Si	12.2376	9.5208	10.8879	0.0009	0.0012	-0.0005
Si	14.9512	12.2421	10.8673	0.0074	0.0014	-0.0017
Si	17.6615	14.9673	10.8476	0.0066	-0.0058	-0.0014
Si	20.3804	1.3597	10.8428	-0.0008	-0.0049	-0.0009
Si	17.6609	4.0769	10.848	-0.0048	-0.0105	-0.0005
Si	20.388	6.7933	10.843	-0.0071	-0.0019	-0.0022
Si	17.6686	9.5158	10.8548	0.0044	-0.0049	-0.0014
Si	20.3913	12.2356	10.8465	0.0049	0.0043	0.0002
Si	23.1088	14.9565	10.8466	-0.0054	0.003	-0.001
Si	25.8312	1.3587	10.8618	-0.0072	0	0.0015
Si	23.1071	4.0811	10.8405	0.0013	-0.0043	-0.0052
Si	25.8356	6.8001	10.8527	0.0012	0.0007	-0.0017
Si	23.1125	9.5163	10.8447	0.0008	-0.0004	-0.0039
Si	25.8334	12.2402	10.8541	0.0015	0.0011	-0.0032
Si	28.5533	14.9588	10.8741	0.0008	0.0047	-0.0013
Si	-1.3592	1.3627	10.8927	0.0046	0.0019	-0.0017
Si	28.56	4.0828	10.8732	0.0006	0.0064	-0.0012
Si	-1.3575	6.8007	10.895	-0.0021	0.0031	-0.0001
Si	28.5563	9.521	10.875	0.0002	-0.0002	0.0027
Si	-1.3631	12.2364	10.8946	-0.0016	0.0003	-0.0041
Si	2.7291	-0.0038	12.2715	0.0034	-0.0025	-0.0017
Si	5.4535	2.7246	12.2809	-0.0014	0.0061	0.0001
Si	2.7324	5.4372	12.2713	0.0049	-0.0032	0.001
Si	5.4535	8.1637	12.2802	0.002	-0.004	0
Si	2.7278	10.8781	12.2775	-0.005	-0.0001	0
Si	5.4483	13.6035	12.2837	-0.0044	0.0049	0.0016
Si	8.1696	0.0078	12.2769	0.0015	-0.0008	-0.0013
Si	10.8844	2.7304	12.2651	0.0005	-0.0025	-0.0016
Si	8.1697	5.4496	12.2764	-0.0005	0.0028	-0.0015
Si	10.8814	8.1698	12.2646	-0.0064	0.0029	-0.0003
Si	8.1692	10.8871	12.2736	-0.0057	-0.0001	0.0007
Si	10.8827	13.6081	12.2565	0.0004	0.0037	0.0012
Si	13.5944	0.008	12.2383	0.0042	0.0014	0.002
Si	16.3068	2.7224	12.2241	0.0056	-0.0004	0.0031
Si	13.5935	5.4463	12.2467	0.0003	-0.0025	-0.0002
Si	16.3066	8.1604	12.2213	0.0057	0.0056	-0.0006
Si	13.5938	10.8864	12.2405	0.0011	0.0015	0.0006
Si	16.3062	13.6083	12.2197	0.001	0.0032	-0.0003
Si	19.0214	0.0027	12.2099	-0.0012	0.0038	0.0018
Si	21.7435	2.7215	12.2001	-0.0049	0.0003	-0.0019
Si	19.0219	5.4391	12.2068	0.0031	0.0028	0.001
Si	21.7484	8.1555	12.2018	0.0021	-0.0026	-0.0024
Si	19.026	10.8802	12.2094	-0.0015	0.0036	-0.0009
Si	21.7483	13.5971	12.2062	0.0043	-0.003	0.0002
Si	24.4685	-0.0038	12.2114	0.0022	0.0036	0
Si	27.1986	2.7157	12.2209	0.0027	-0.0072	-0.0018
Si	24.4714	5.4369	12.2043	-0.0041	0.0011	-0.0045
Si	27.1953	8.155	12.2207	-0.0043	0.0011	0.0004
Si	24.4725	10.8761	12.2064	-0.0023	0	0.0012
Si	27.1943	13.5946	12.2229	-0.0046	0.0014	0.001
Si	29.9214	-0.0069	12.2364	-0.0011	-0.0036	0.0005
Si	0.0075	2.7157	12.2569	0	-0.003	0.0002
Si	29.9234	5.4344	12.2415	0.0004	-0.0055	0.0003
Si	0.0053	8.1527	12.2638	0.0053	-0.0012	0.0022
Si	29.9212	10.8715	12.2426	0.0019	-0.008	0.0012
Si	0.0035	13.5921	12.2571	-0.0005	-0.0023	-0.0003
Si	1.3714	1.3613	13.6215	0.002	-0.0016	0.0029
Si	4.0935	4.0843	13.6362	-0.0048	-0.0032	0.0026
Si	1.3734	6.7996	13.6239	-0.0001	0.0002	0.0006
Si	4.0925	9.5226	13.6384	0.0013	0.0042	0.0013
Si	1.3675	12.2422	13.6266	-0.0005	0.0028	0.0026
Si	4.088	14.963	13.6388	-0.0005	0.0005	0.0031
Si	6.8095	1.3634	13.6413	-0.0033	-0.0032	0.003
Si	9.5223	4.0832	13.6324	0.0017	0	-0.0016
Si	6.8098	6.8043	13.6422	-0.0007	-0.0009	0.0006
Si	9.5214	9.5224	13.6335	0.0017	-0.0012	0.001
Si	6.808	12.2411	13.6394	-0.0013	0.0024	0.0015
Si	9.5247	14.9613	13.6306	-0.0044	-0.0007	0.0011
Si	12.2347	1.359	13.6156	-0.0071	0.0028	-0.0007
Si	14.9451	4.0752	13.5966	-0.0007	-0.0043	0.0004
Si	12.2325	6.8003	13.6174	0.0036	0.0041	0.0005
Si	14.9478	9.5172	13.5928	0.0032	-0.0056	-0.0002
Si	12.2339	12.2402	13.6138	-0.0007	-0.0057	-0.0004
Si	14.9459	14.9591	13.5943	0.0043	-0.0065	-0.0005
Si	17.6615	1.3569	13.58	0.0028	-0.0008	0.0013
Si	20.3824	4.0779	13.5647	0.0004	-0.004	-0.0007
Si	17.6614	6.7955	13.5767	0	-0.005	0.002
Si	20.385	9.5149	13.5625	0.0006	-0.0009	0.0002
Si	17.6617	12.2391	13.5715	0.0026	0.0018	-0.0005
Si	20.3818	14.9564	13.5632	-0.0004	-0.0054	-0.0005
Si	23.1052	1.3615	13.561	-0.0061	-0.0008	-0.0024
Si	25.836	4.0812	13.5683	-0.0022	-0.0009	-0.0017
Si	23.1098	6.7964	13.5612	0.0033	-0.0003	0.0004
Si	25.8354	9.5198	13.5688	-0.0024	-0.0025	-0.0013
Si	23.111	12.2372	13.5618	0.0004	0.0048	-0.0003
Si	25.8359	14.9608	13.5716	-0.0041	0.0033	0.0021
Si	28.564	1.3594	13.5831	0.001	0.0032	-0.0004
Si	-1.3503	4.0805	13.6061	0.0005	0.005	0.0026
Si	28.5619	6.8017	13.5849	0.0003	0.0069	-0.0012
Si	-1.3519	9.5214	13.6088	-0.0019	0.0006	0.0017
Si	28.5613	12.2394	13.5858	-0.0003	0.0004	0.0016
Si	-1.3541	14.9588	13.6027	0.0053	0.0057	0.0007
Si	0.0129	-0.0087	14.9673	-0.0023	-0.0028	0.0002
Si	2.7343	2.7189	14.9856	0.0093	0.0042	-0.0003
Si	0.0148	5.4343	14.9726	0.0055	-0.0026	0.0004
Si	2.7332	8.1567	14.9902	-0.0039	-0.0062	-0.0022
Si	0.0101	10.8765	14.977	0.0027	-0.0034	0.0006
Si	2.7301	13.5982	14.9923	-0.0015	0.0007	0.0002
Si	5.4473	0.003	15	-0.0054	-0.0025	0.0018
Si	8.1656	2.7253	15.0013	0.0027	0.0051	0.0005
Si	5.451	5.4428	15.0026	0	0.001	0.0009
Si	8.1645	8.1657	15.0038	0.0005	0.0026	0.0022
Si	5.4506	10.8814	15.0041	-0.0001	-0.0018	0.001
Si	8.165	13.6036	14.9972	-0.0022	-0.0033	0.0019
Si	10.8763	0.0058	14.9905	0.0036	-0.0002	0.0017
Si	13.5836	2.7252	14.9719	0.0025	-0.0017	-0.0001
Si	10.873	5.4461	14.991	-0.0042	0.0002	0.001
Si	13.5874	8.1657	14.9678	0.0008	0.0052	0.0007
Si	10.8769	10.8855	14.989	-0.0032	0.0025	0.0039
Si	13.5873	13.6055	14.9698	0.0002	0.0073	0.001
Si	16.2987	0.003	14.9506	0.0012	0.0043	0.0026
Si	19.0199	2.722	14.93	0.0024	0.0022	0.0018
Si	16.2978	5.4429	14.9478	-0.001	-0.0002	0.0032
Si	19.0204	8.1616	14.928	-0.0005	0.004	-0.0001
Si	16.3013	10.8864	14.9443	0.0073	0.0044	-0.0009
Si	19.018	13.5998	14.9266	0.0008	-0.0011	-0.0002
Si	21.744	-0.0007	14.9162	0.0008	0.004	-0.0012
Si	24.4735	2.7183	14.9185	-0.0009	-0.0049	-0.0033
Si	21.747	5.4381	14.9197	-0.0031	0.0022	-0.002
Si	24.4742	8.1556	14.9167	-0.0014	-0.0007	-0.0005
Si	21.7459	10.878	14.9157	0.0059	0.0017	0.0007
Si	24.4754	13.5952	14.9185	-0.0006	-0.0036	0.0011
Si	27.2067	-0.0062	14.9317	0.0011	0.0032	-0.0018
Si	29.9304	2.7101	14.9485	-0.0015	-0.0101	0
Si	27.2029	5.4355	14.932	-0.0006	0.0004	0.0022
Si	29.9284	8.1537	14.95	-0.0007	-0.0006	0.0016
Si	27.2033	10.8715	14.9313	-0.0053	-0.0057	0.0042
Si	29.9291	13.591	14.9505	0.002	-0.0005	0.0021
Si	1.3701	14.9607	16.3441	0.0014	0.0055	0.0022
Si	4.0893	1.3661	16.3584	-0.0069	-0.0001	0.0009
Si	1.3781	4.0807	16.34	0.0008	-0.0071	0.0003
Si	4.0922	6.8043	16.3616	-0.0014	0.003	0.003
Si	1.3737	9.5207	16.3414	0.0054	0.0044	0.0026
Si	4.0894	12.2436	16.3609	-0.0021	0.0005	0.0023
Si	6.8044	14.9612	16.3608	0.0027	0.0066	-0.0004
Si	9.5189	1.3627	16.3638	-0.0049	-0.0049	0.0023
Si	6.8069	4.082	16.3678	-0.0011	0.002	0.0031
Si	9.5158	6.7993	16.3652	0.0035	0.001	0.0031
Si	6.808	9.5232	16.3716	-0.0027	0.0019	0.0023
Si	9.5178	12.24	16.3599	0.0022	0.0029	0.003
Si	12.2295	14.959	16.3466	-0.004	-0.0071	0.0012
Si	14.932	1.3531	16.3227	-0.0024	0.0067	-0.0001
Si	12.2242	4.0794	16.3477	-0.0017	-0.0002	0.0003
Si	14.9336	6.7939	16.3219	0.0029	0.0044	-0.0004
Si	12.2314	9.518	16.3444	0.0031	-0.0102	-0.001
Si	14.9393	12.2345	16.3225	0.004	-0.0064	-0.0005
Si	17.6559	14.9515	16.2968	0.0045	-0.0062	0.0003
Si	20.3817	1.3559	16.277	-0.0015	-0.0032	-0.0001
Si	17.6521	4.0738	16.2954	0.0031	-0.0023	0.0007
Si	20.3813	6.7965	16.2767	0.0075	-0.0046	0.0001
Si	17.6573	9.5192	16.2943	-0.0029	-0.0039	0.0008
Si	20.3776	12.2323	16.2739	0	0.001	0.0006
Si	23.1106	14.9571	16.2658	0.0009	0.0012	-0.0001
Si	25.844	1.3611	16.2722	-0.0017	0.0002	-0.0028
Si	23.1161	4.0818	16.2747	-0.0012	-0.0008	0
Si	25.844	6.8058	16.2771	-0.0126	0.0081	-0.0003
Si	23.1116	9.5178	16.2657	0.0006	-0.0014	-0.0013
Si	25.8441	12.2394	16.2742	-0.001	0.0024	0.0007
Si	28.5732	14.9582	16.2958	-0.0032	0.0014	0.0046
Si	-1.3453	1.3546	16.3143	0.0071	0.002	0.0009
Si	28.5717	4.0782	16.291	0.0039	0.0014	0.0024
Si	-1.3467	6.8018	16.3154	-0.0027	0.004	-0.0014
Si	28.5725	9.5207	16.2964	0.0022	-0.0027	-0.0007
Si	-1.35	12.2412	16.3263	-0.0033	0.0002	0.0041
Si	2.7249	0.0048	17.7105	0.0082	0.0035	-0.0014
Si	5.4487	2.7203	17.7295	0.0008	0.0057	-0.0001
Si	2.7329	5.438	17.7141	-0.0006	0.0001	-0.0006
Si	5.4478	8.1629	17.7335	0.0004	-0.0022	-0.0009
Si	2.7313	10.8752	17.7141	-0.0053	-0.0098	-0.0021
Si	5.4478	13.6037	17.7274	-0.0014	-0.0036	0.0041
Si	8.156	0.0031	17.7268	-0.0014	-0.009	0.0014
Si	10.8719	2.7256	17.7288	0.0049	0.0113	0.001
Si	8.1583	5.4423	17.7385	-0.0014	0.0003	-0.0011
Si	10.8785	8.1595	17.7196	-0.0001	0.0131	-0.0038
Si	8.1657	10.8839	17.7368	0.0001	0.0006	0.0008
Si	10.8723	13.603	17.7193	0.0009	0.004	-0.0002
Si	13.5768	0.0044	17.7092	0.0028	-0.0013	0.0003
Si	16.2838	2.7242	17.6664	-0.0039	-0.0082	-0.0024
Si	13.5718	5.4473	17.7062	0.0049	-0.0031	0.0017
Si	16.2879	8.1696	17.6611	0.0052	0.0003	-0.007
Si	13.5821	10.8825	17.7039	-0.0069	0.0033	0.0028
Si	16.2945	13.6007	17.6729	0.003	0.0041	0.0017
Si	19.0161	0	17.6386	0.0039	0.0103	0.0011
Si	21.753	2.7148	17.6212	0.0022	0.001	0.0021
Si	19.0122	5.4425	17.6356	-0.0022	0	-0.001
Si	21.7462	8.1635	17.6205	0.0007	0.002	-0.0041
Si	19.0178	10.8804	17.6467	0.0027	0.0027	-0.0022
Si	21.7414	13.5985	17.6142	-0.0005	-0.003	-0.0017
Si	24.4907	-0.0136	17.6137	-0.0064	0.0043	-0.0062
Si	27.2084	2.7155	17.6343	-0.007	-0.0093	-0.0012
Si	24.4832	5.4472	17.627	0.014	0.0063	-0.0033
Si	27.2165	8.1535	17.6402	0.0034	0.0055	0.0017
Si	24.4822	10.8737	17.6153	-0.0041	-0.0025	-0.0017
Si	27.2168	13.585	17.6368	-0.0047	-0.0025	0.0012
Si	29.9422	-0.015	17.6644	0.0025	0.0028	0.0008
Si	0.0182	2.7076	17.68	-0.0022	-0.0028	-0.004
Si	29.9402	5.4273	17.6572	-0.0022	-0.0016	0.0023
Si	0.0072	8.1596	17.6875	0.0014	-0.0106	-0.0008
Si	29.9296	10.8722	17.6724	-0.0005	-0.0042	0.0013
Si	0.0131	13.5938	17.6971	0.0029	0.0025	-0.0004
Si	1.3591	1.3584	19.071	-0.0034	0.0094	-0.0004
Si	4.0893	4.0816	19.0885	0.0017	-0.0005	0.0057
Si	1.3626	6.8042	19.0552	-0.0017	0.0024	0.0053
Si	4.0928	9.5304	19.0928	-0.0035	0.0031	0.0037
Si	1.3658	12.231	19.0672	0.0103	-0.0074	0.0045
Si	4.0853	14.9747	19.0765	-0.0115	0.0135	-0.0019
Si	6.8023	1.3597	19.1006	0.0035	-0.0076	0.0006
Si	9.5163	4.083	19.1047	-0.0076	0.0024	-0.0001
Si	6.7972	6.8008	19.106	-0.0043	0.0108	0.006
Si	9.5302	9.5168	19.0917	0.012	-0.0124	-0.003
Si	6.8068	12.2487	19.1	-0.0015	0.0029	0.01
Si	9.5147	14.9631	19.0867	0.0024	-0.0022	-0.0061
Si	12.2224	1.3606	19.0936	-0.0008	-0.0103	0.0093
Si	14.9255	4.0733	19.0494	0.0032	0.0025	0.0025
Si	12.2201	6.799	19.0973	-0.0036	0.0011	0.002
Si	14.9324	9.508	19.0554	0.0088	-0.0062	-0.0009
Si	12.2234	12.2367	19.0809	-0.0046	0.0013	0.0058
Si	14.9331	14.9484	19.0534	-0.0021	-0.0031	0.0033
Si	17.6371	1.3443	18.9988	0.0027	0.0063	-0.0017
Si	20.3792	4.0722	18.9669	0.0025	0.0014	0.0058
Si	17.6444	6.8005	18.9969	-0.0049	0.0038	-0.0035
Si	20.3808	9.5088	18.9869	0.0093	-0.0064	0.0055
Si	17.6525	12.2298	19.0172	0.0049	-0.0048	0.0012
Si	20.3829	14.9543	18.9778	-0.0036	0.0004	0.0042
Si	23.1338	1.3503	18.9555	0.0131	-0.0132	-0.001
Si	25.8615	4.0973	18.9779	-0.0166	0.0095	-0.0017
Si	23.1217	6.8194	18.9695	-0.0121	-0.0002	-0.003
Si	25.8668	9.5389	18.9742	-0.0085	-0.0088	0.002
Si	23.1054	12.2299	18.9504	0.002	0.0036	-0.0006
Si	25.8527	14.9456	18.9728	0.0058	0.0029	-0.0009
Si	28.5741	1.3555	18.9903	-0.0079	0.007	0.0016
Si	-1.335	4.0727	19.0238	0.0163	-0.0093	-0.0011
Si	28.5805	6.7901	18.9999	0.0096	-0.0075	0.0008
Si	-1.3519	9.5189	19.0449	-0.0038	0.0124	0.0058
Si	28.5742	12.2409	19.0202	-0.0074	0	-0.0029
Si	-1.3441	14.9544	19.0533	0.0006	0.0075	0.0117
Si	0.0021	-0.0047	20.4358	0.0055	0.0023	-0.0025
Si	2.7159	2.721	20.4351	0.002	-0.0078	-0.0011
Si	0.0127	5.4282	20.4052	-0.0084	-0.0017	-0.0009
Si	2.7121	8.165	20.4256	-0.0068	-0.0061	0.002
Si	-0.0042	10.8758	20.4281	0.0039	-0.0022	0.0084
Si	2.7263	13.6023	20.4159	0.0013	-0.0006	-0.0005
Si	5.4334	0.0066	20.4645	-0.0029	-0.0035	0.0099
Si	8.1633	2.7155	20.4692	0.0063	-0.0002	0.0073
Si	5.4364	5.4379	20.4732	-0.0033	-0.0058	-0.0006
Si	8.1738	8.16	20.4569	0.0033	0.0082	-0.0006
Si	5.4515	10.8909	20.4701	0.0047	-0.0055	0.0075
Si	8.1673	13.6114	20.4658	0.0038	0.0043	0.0016
Si	10.8543	0.0035	20.4626	-0.0093	0	0.0086
Si	13.5833	2.7242	20.4517	0.0001	0.0181	0.0051
Si	10.864	5.4433	20.482	-0.0046	-0.0031	0.0084
Si	13.5788	8.1647	20.4552	-0.0004	0.0061	0.0074
Si	10.88	10.8751	20.4657	-0.0072	-0.0017	-0.0019
Si	13.5765	13.6006	20.4392	0.0041	0.0026	0.002
Si	16.2904	-0.0027	20.3969	0.008	0.006	0.0043
Si	19.0033	2.7145	20.3158	0.0032	-0.0013	-0.0005
Si	16.2811	5.4612	20.3728	0.0024	0.0058	-0.0051
Si	19.0032	8.1573	20.3432	-0.0064	-0.0057	0.0042
Si	16.2941	10.8746	20.396	0.0039	0.0093	0.0042
Si	19.0147	13.608	20.3467	-0.0019	0.0066	0.0025
Si	21.779	-0.0155	20.3025	0.01	0.0103	-0.0024
Si	24.4982	2.721	20.2937	0.0131	0.004	-0.0024
Si	21.7411	5.4541	20.2932	0.0081	0.0026	0.0053
Si	24.5091	8.1799	20.3079	0.0032	0.0115	0.0066
Si	21.7521	10.8794	20.3152	-0.0005	0.0037	0.0034
Si	24.4824	13.5693	20.2954	-0.0096	-0.0122	0.0009
Si	27.2307	-0.0292	20.3279	-0.0047	-0.004	0.0081
Si	-2.7046	2.7079	20.3549	-0.006	-0.0088	0.0072
Si	27.2365	5.4292	20.3609	-0.0037	-0.0015	0.0003
Si	-2.7108	8.137	20.3786	-0.0052	-0.0141	0.0019
Si	27.2133	10.8829	20.371	0.0038	0.0071	0.0065
Si	-2.7009	13.5789	20.4	0.0019	-0.0066	0.0072
O	-3.0543	8.0371	30.4755	0.1584	0.2886	0.1213
O	5.4029	8.164	27.6578	-0.0259	0.0231	0.2119
O	1.029	14.4008	28.3724	-0.0071	0.0106	0.5687
O	22.5723	5.5538	32.1241	-0.1168	-0.2425	-0.0854
O	-3.7994	12.3805	33.0101	0.2165	-0.3379	0.512
O	9.7474	7.4274	28.4097	-0.141	0.573	-0.1439
O	0.8634	12.5363	30.1032	0.0971	-0.5889	-0.0962
O	-1.36	6.8021	28.8996	0.3953	0.2716	0.2506
O	7.1295	0.918	36.6499	-0.1422	0.4135	-0.0112
O	4.4777	12.7752	28.6873	-0.1722	0.0402	0.0762
O	8.1449	-0.031	27.7378	0.1912	-0.1228	0.1846
O	7.003	7.636	35.1787	-0.509	-0.1037	0.1651
O	10.2858	9.0416	35.7699	0.3547	-0.0983	0.1473
O	14.5393	11.873	37.1622	-0.1026	0.6868	-0.471
O	2.714	10.9852	27.689	-0.1353	0.1748	0.4563
O	26.0949	14.3048	35.6766	-0.0084	0.112	0.5674
O	9.5614	6.8606	36.9844	-0.279	0.2053	-0.1951
O	12.4871	15.578	28.7504	0.0403	0.2599	-0.0448
O	6.6176	3.6995	36.7336	-0.2792	-0.1379	-0.1919
O	20.5343	8.1825	32.796	-0.0548	0.1776	0.0193
O	15.3692	7.321	28.5089	0.0949	0.607	-0.1175
O	6.5603	3.8849	28.8782	0.054	-0.54	0.2148
O	13.646	10.9074	27.6021	0.1363	0.1363	0.5268
O	10.9483	13.6625	27.7556	-0.0769	-0.182	0.3733
O	14.4947	1.3537	37.3479	0.0812	-0.2772	-0.4291
O	18.1235	4.4696	28.4373	-0.1745	-0.0081	0.4388
O	16.4566	2.6911	27.5647	-0.1091	-0.0903	0.1362
O	-2.8155	10.8124	27.6634	0.1546	0.1764	0.4009
O	18.4916	11.4732	32.3553	0.5982	0.1605	-0.163
O	17.165	14.8433	28.2752	-0.1681	-0.618	0.2759
O	15.3578	12.5043	28.6541	0.1324	0.2396	0.0716
O	22.5908	15.0088	28.3826	0.242	-0.7106	0.4406
O	27.6001	9.6347	31.1153	0.5708	0.0543	0.6149
O	24.464	0.1953	27.492	0.067	0.0842	0.3491
O	-2.9029	5.3558	27.5309	0.0697	0.0934	0.3241
O	0.8561	11.7311	32.5135	0.2511	0.2685	0.5063
O	-4.7069	7.6179	35.1943	0.4906	0.0241	0.1788
O	-1.5871	1.1716	28.8553	0.0873	-0.3016	0.0814
O	23.7283	3.3694	37.2714	-0.1213	0.06	-0.299
O	24.7647	7.2849	35.7294	-0.2393	-0.1252	0.1012
O	2.6131	0.0196	27.6458	-0.1618	0.0902	0.1702
O	-4.1415	10.1122	34.9882	0.0009	0.2766	-0.3457
O	0.212	10.7416	38.3087	-0.0354	0.0574	-0.3896
O	2.8132	2.5488	38.0601	0.2289	-0.1043	-0.2082
O	4.2875	14.8452	30.3774	0.1639	0.1785	-0.2449
O	19.3265	2.4967	38.155	0.1149	0.0056	-0.2695
O	16.1325	15.1123	34.5751	-0.0783	0.5205	0.3077
O	18.7692	12.8175	30.099	-0.1519	0.2484	-0.1043
O	5.4448	5.4916	38.104	-0.0061	0.3081	-0.5147
O	11.0507	16.0831	38.4328	0.0868	-0.1882	-0.3109
O	12.0678	15.9736	35.9439	-0.0183	0.2592	0.3553
O	-3.4598	14.8897	28.5085	0.2944	0.3928	0.0194
O	3.8259	13.0287	37.6751	0.3776	0.1081	-0.2056
O	15.3794	0.5212	28.4993	-0.5335	0.1308	0.1707
O	9.2135	11.9842	28.6789	-0.2776	-0.0797	0.0017
O	18.2414	8.7123	37.332	-0.1151	-0.0936	-0.3867
O	22.9656	15.2975	37.279	0.1162	-0.1061	-0.231
O	-4.0708	3.5999	37.3299	0.0816	-0.2627	-0.4918
O	16.3617	12.4577	31.0562	-0.1627	-0.1972	0.4426
O	16.5696	10.5999	38.1556	0.1482	0.2138	-0.0788
O	6.2221	14.9457	37.3899	-0.0407	-0.1838	-0.0456
O	22.0626	10.8124	38.3818	0.0155	-0.0095	-0.2763
O	0.8545	4.0934	37.2218	0.1312	-0.3744	-0.2109
O	20.4762	9.6441	36.3508	0.4086	-0.0966	0.3003
O	-1.2379	12.8151	37.5025	-0.017	0.2499	-0.3822
O	0.0153	2.7612	27.6411	-0.1967	0.0542	0.1199
O	-1.6569	10.2305	36.0753	0.1286	-0.1505	0.3413
O	22.6568	2.7717	30.5905	0.2764	0.0153	0.2142
O	8.0762	10.908	30.7409	0.0638	-0.0059	0.2922
O	17.1633	2.6149	34.8115	-0.2448	0.0737	-0.1326
O	23.6967	9.3103	37.1366	-0.3798	0.325	-0.4071
O	19.0949	5.6361	30.5427	-0.1302	0.4932	-0.0019
O	12.8139	2.1045	35.425	-0.339	0.5614	-0.2322
O	4.2395	9.4907	32.47	-0.2141	-0.5865	0.0527
O	-2.4698	7.9536	38.2066	-0.1785	0.0684	-0.581
O	16.6512	5.2422	35.098	0.315	0.2781	-0.6764
O	-5.1738	16.133	38.1906	-0.1727	0.0558	-0.6764
O	21.202	12.7238	31.0597	-0.114	0.1672	0.3903
O	11.0346	5.7227	29.8837	0.1242	0.1183	-0.2684
O	-3.2628	12.3289	36.0124	-0.1532	0.0503	-0.0871
O	28.0482	3.5733	28.371	0.3466	-0.0777	0.3716
O	-1.0954	10.1793	33.5839	-0.3791	0.1345	-0.0588
O	13.4599	0.8708	30.6519	0.0544	0.1849	-0.4049
O	26.5511	11.9922	31.8302	0.1123	0.4135	-0.2905
O	24.6942	12.2094	27.9879	-0.5548	0.1823	-0.1492
O	26.2968	9.2881	36.4065	0.1998	0.2605	0.1954
O	12.6462	10.0113	37.1915	-0.6161	0.162	-0.2733
O	17.9219	8.6935	28.2972	-0.3047	-0.3015	0.1374
O	-0.0902	0.0358	38.2574	0.1299	0.0301	-0.3889
O	25.0701	16.0496	34.025	-0.2148	0.0027	-0.1625
O	25.8262	7.0193	28.3214	0.2969	0.3375	-0.0715
O	10.6021	8.2391	30.7172	0.0184	0.1016	0.4216
O	26.6206	12.0508	34.448	0.274	-0.4326	0.1107
O	13.7508	12.7456	30.7932	-0.3133	-0.2061	-0.1118
O	3.9115	7.4821	37.357	0.0405	0.0021	-0.4754
O	22.0662	7.6742	30.6768	0.0463	0.1403	-0.228
O	-3.2675	2.186	34.7517	-0.075	0.2556	0.2772
O	20.2617	12.1591	37.1383	-0.0149	0.3289	-0.1399
O	24.3984	5.2239	27.2576	0.2041	-0.0123	0.5933
O	21.0488	0.8977	28.5339	-0.0548	0.2837	0.4227
O	18.0425	0.9638	32.9498	0.4793	-0.0592	-0.2883
O	5.4717	9.6582	34.9233	-0.4222	0.0034	0.1058
O	26.1539	12.0277	37.0328	0.1762	-0.2765	-0.1965
O	25.2368	7.6373	38.209	-0.3036	0.1724	0.2545
O	9.9398	1.8381	28.3473	0.2515	0.2555	-0.0988
O	9.3231	6.957	34.3383	0.4069	0.1237	-0.5932
O	9.5066	13.1862	31.0003	0.4603	0.2588	-0.1902
O	15.7442	6.4317	37.2363	0.3562	0.089	-0.1293
O	15.0206	3.4835	35.9601	0.0174	0.2771	-0.4333
O	3.8499	2.161	28.5511	0.6599	-0.0593	0.4973
O	0.9415	10.2684	35.1124	0.1035	0.1356	-0.2712
O	21.7702	8.1246	27.5206	-0.1437	-0.1333	0.674
O	25.727	2.3999	28.2252	-0.0397	0.282	0.2166
O	12.8659	7.3323	33.0716	-0.4266	-0.0488	-0.1737
O	19.0534	-0.0256	27.2952	-0.0975	-0.1038	0.1044
O	-3.2423	14.5622	37.3738	-0.0954	0.1023	-0.2027
O	22.986	12.0115	32.8083	0.002	0.3148	-0.2011
O	1.4928	8.4678	37.7315	-0.3903	-0.1871	0.0625
O	13.8561	0.0822	34.1264	0.239	0.4284	-0.1433
O	11.1164	5.2001	38.2272	-0.0235	-0.1576	-0.2563
O	20.0485	6.2565	28.2296	-0.3383	0.015	0.1991
O	16.4446	16.1376	38.1737	-0.0116	0.0127	-0.3485
O	5.4795	15.9702	35.0484	0.3739	0.3821	-0.2506
O	6.0107	2.9673	34.1109	-0.4409	0.0649	0.1784
O	8.905	0.9967	32.8251	0.1527	0.6019	0.1849
O	12.6398	14.099	37.6796	0.2687	-0.4197	-0.2582
O	23.8759	10.0607	34.2616	0.0376	-0.4191	0.2581
O	14.8275	4.7615	32.5496	0.0625	0.5273	0.2985
O	3.7777	15.6266	33.0305	-0.0364	0.7277	0.0544
O	9.5266	1.6436	37.3531	0.226	0.3594	-0.1584
O	28.074	8.9694	28.5854	-0.5136	-0.2724	-0.1882
O	5.4448	10.9307	38.2447	-0.1795	0.1637	-0.2457
O	8.4063	2.6498	35.1891	0.4706	0.0662	-0.5371
O	27.1561	5.8104	37.6686	0.4886	0.1097	-0.1131
O	13.7091	5.4541	27.6358	0.1231	0.1169	0.1938
O	21.7644	11.4999	35.0533	0.0754	0.0047	0.0938
O	27.1486	7.1279	30.4218	0.125	-0.1777	0.5197
O	0.4681	5.6521	35.0897	0.0246	-0.3571	-0.4545
O	7.2414	9.8134	28.5254	0.6634	0.1827	0.1208
O	26.0771	4.7148	29.6695	-0.0437	-0.2067	0.4512
O	7.4939	5.0783	34.704	-0.0141	0.0853	-0.0338
O	0.2082	9.4395	31.4596	0.1717	0.2038	-0.2378
O	1.7359	14.6687	37.2895	-0.1681	0.262	-0.3132
O	2.2805	13.9138	31.7947	-0.0995	0.0614	0.5036
O	-1.0695	14.5186	29.8364	0.1406	0.3278	0.3889
O	6.3812	1.1103	32.1578	-0.2485	-0.3026	0.1103
O	11.3154	0.6948	33.6991	0.2421	0.217	-0.2809
O	18.3639	14.6549	37.1659	0.118	-0.4686	-0.2987
O	22.0639	5.258	38.1107	0.0758	0.0319	-0.6361
O	23.5947	1.3437	32.6893	0.2904	0.3689	-0.1689
O	4.5758	0.7161	37.2849	-0.073	-0.0412	-0.2387
O	19.147	10.8396	27.4953	0.0256	-0.0492	0.3769
O	3.1264	11.4974	31.1176	0.1964	0.194	0.1103
O	-1.3944	3.9176	35.7789	0.0148	-0.2557	0.1436
O	25.8032	10.6809	29.6117	0.578	-0.294	-0.3926
O	5.3696	13.7736	33.5632	-0.0436	-0.0616	-0.1477
O	12.049	9.3231	28.8374	-0.1413	-0.43	0.0517
O	21.3362	1.0382	37.2967	-0.0433	0.1813	-0.1608
O	7.1739	6.7399	32.745	-0.2509	-0.1052	0.1846
O	21.0536	1.5916	32.3003	-0.4972	-0.4132	-0.0185
O	2.0549	4.1827	28.4087	0.1359	0.7396	0.0862
O	3.2104	6.9657	28.4969	-0.2558	-0.4445	0.1858
O	-4.4634	5.0698	35.3059	0.5623	-0.1936	-0.0642
O	12.9607	3.5155	37.5263	-0.0432	0.0566	-0.3234
O	12.642	4.2751	31.2303	0.1995	0.0592	-0.209
O	26.1099	3.843	36.3089	-0.0437	0.0454	-0.4545
O	8.0421	10.1948	35.1967	-0.2584	0.3909	-0.6383
O	14.2928	14.1324	32.8914	0.4213	-0.1704	-0.2494
O	5.9946	13.0834	30.9751	0.0228	-0.0249	-0.1077
O	15.3193	14.7176	30.0678	-0.2955	0.3106	0.3033
O	21.1513	6.088	34.2674	-0.009	0.0168	0.44
O	-0.4202	8.0984	35.1413	-0.5108	-0.3948	0.4234
O	9.6605	11.341	37.053	0.3944	-0.0406	-0.0593
O	-3.8854	6.2843	33.0628	0.1882	0.636	-0.2915
O	-0.8196	2.1503	33.9334	0.3116	-0.0872	0.2949
O	5.4553	10.4939	30.3234	-0.055	0.2378	-0.1981
O	-2.1866	2.1418	38.3049	0.1085	-0.0353	-0.3474
O	16.2893	7.7914	34.9321	0.6928	0.0264	-0.1931
O	20.5089	3.8	29.257	-0.4335	-0.6189	-0.0029
O	12.538	4.8041	33.821	-0.2596	-0.4166	0.1115
O	20.3936	7.1581	37.3007	0.1089	-0.2078	-0.2328
O	18.789	6.1887	33.0504	-0.5702	0.2385	0.0388
O	7.9003	15.3481	31.4126	-0.0637	-0.2831	-0.5288
O	12.1406	3.6868	28.695	-0.1913	-0.4788	0.0599
O	14.8097	9.7843	35.6171	0.348	-0.2999	0.0738
O	12.7736	9.4486	31.4404	0.2451	0.5312	0.2707
O	23.5976	9.8188	28.3693	-0.0728	-0.2706	0.4888
O	-0.9311	12.5195	28.2863	-0.0179	-0.0414	0.3931
O	17.3278	4.2219	31.9698	0.0347	-0.4097	0.4465
O	28.1147	3.9573	32.1064	-0.5792	0.0763	-0.0751
O	2.5824	0.2616	31.0542	-0.461	0.1263	-0.5027
O	25.6105	1.5072	37.387	0.0671	-0.0709	-0.1154
O	20.4254	14.8886	29.7819	-0.6378	0.3273	-0.0045
O	22.4304	0.1294	30.6132	0.3761	-0.423	0.3268
O	-2.7862	16.0792	33.7666	0.0704	-0.0594	-0.0177
O	1.3042	8.8665	28.4094	-0.7862	-0.0017	0.0524
O	19.8626	3.9059	32.2941	0.1961	0.0528	-0.3151
O	-3.8392	10.1301	37.5165	-0.491	0.1117	-0.1293
O	24.578	13.507	38.2849	-0.1686	-0.0907	-0.561
O	23.4136	11.669	30.2287	-0.1074	0.3539	-0.1363
O	9.8083	14.8634	33.1207	0.219	-0.1753	0.0801
O	23.731	5.3444	34.4168	0.0322	-0.2797	0.1589
O	3.14	9.8959	36.4324	0.4891	0.1656	0.4124
O	18.7187	14.4218	34.5448	0.3985	-0.1496	-0.1338
O	12.2971	14.8712	31.3163	-0.5933	0.203	0.1308
O	14.8248	9.0886	33.0768	0.1188	0.4874	-0.084
O	-0.8546	6.0542	37.3331	-0.0841	-0.0422	-0.3186
O	15.5627	0.6342	32.2251	-0.3115	-0.3439	0.5185
O	28.0432	1.3464	32.6446	-0.4465	-0.1622	-0.1291
O	19.2445	7.7436	35.0574	-0.2934	-0.0701	0.0143
O	-1.6238	11.5658	31.5423	-0.0481	-0.0302	-0.2602
O	10.8648	0.5383	30.4328	-0.3111	-0.259	0.5105
O	-2.7038	5.4195	30.8717	-0.2163	-0.4261	-0.1909
O	3.3341	9.0729	30.0438	0.0566	-0.059	-0.2483
O	1.4479	1.6439	32.8946	0.1574	0.0309	0.4379
O	17.3922	3.8658	37.1565	0.1466	0.352	-0.2215
O	22.7312	3.2692	27.9882	0.2095	-0.5281	-0.1474
O	8.1725	5.4849	27.6363	0.0619	-0.0971	0.0085
O	26.9649	14.3133	33.2176	0.2609	0.1244	-0.5471
O	14.1796	6.3176	35.1628	0.0204	-0.3049	0.2893
O	24.1722	12.5021	35.2053	-0.1746	0.2436	0.0405
O	6.3793	14.5516	28.7471	-0.0769	0.207	0.1795
O	-3.2719	13.4776	30.7388	-0.6306	-0.3742	-0.2876
O	24.9792	9.8404	31.8294	-0.2821	0.0238	-0.2854
O	14.4676	7.5266	30.9796	-0.1739	-0.3211	-0.131
O	6.8751	9.0949	37.2254	0.0051	-0.5187	0.0218
O	16.9274	12.6825	33.9996	-0.4996	-0.139	-0.0224
O	21.611	10.1395	31.4445	-0.1906	-0.0626	0.1107
O	-1.6459	13.868	32.8065	0.2332	-0.0373	-0.2658
O	15.8406	5.4242	30.2049	-0.0926	-0.1932	-0.4914
O	15.3241	2.8492	30.837	0.0042	-0.2128	-0.5943
O	7.0327	8.4779	30.8057	0.0623	-0.0048	0.0893
O	11.6789	6.8212	35.3758	0.136	-0.1803	0.1851
O	24.2283	7.6929	33.236	-0.5317	-0.1589	-0.5184
O	9.2192	0.1022	35.2281	0.1127	-0.6036	0.4355
O	-2.9766	2.3595	30.7969	0.2838	0.4413	-0.102
O	13.6276	2.4595	32.7729	0.0365	-0.1492	0.4058
O	-1.5673	14.3522	35.3634	0.1444	0.2328	-0.1089
O	-2.2271	4.2391	33.2936	0.1926	0.3208	-0.1566
O	22.5911	5.2794	29.6046	0.3148	0.3949	-0.4231
O	19.6132	8.689	30.3932	0.252	-0.0051	-0.3576
O	17.2759	0.1859	30.3612	0.621	0.4807	-0.0604
O	1.9496	12.3524	36.0758	-0.4595	-0.0478	0.0892
O	7.7828	13.1739	32.9026	0.3185	-0.1873	0.5881
O	8.3596	1.441	30.3746	-0.4711	0.3545	-0.3581
O	26.2221	6.0777	33.8694	-0.1479	-0.4378	-0.2242
O	17.3224	14.8542	32.3466	0.1203	-0.2989	-0.4491
O	-2.8424	16.1209	30.6996	-0.5963	-0.0965	0.5522
O	8.22	13.3598	38.0579	0.0822	-0.05	-0.2041
O	24.5791	2.1376	35.0492	-0.0223	0.2199	-0.2539
O	3.5067	14.3435	35.378	-0.1682	0.1454	-0.1309
O	19.7263	2.3395	34.4298	0.1485	0.0753	0.3866
O	10.7341	10.8839	30.5487	0.2553	0.4832	0.1337
O	-0.8939	7.0571	31.5018	0.0054	-0.0567	0.2507
O	6.0595	3.6093	31.5272	0.4742	-0.0058	0.2096
O	27.0085	2.3282	30.4348	-0.1851	-0.5754	0.3942
O	27.0651	13.5472	27.6437	-0.1271	0.0699	0.1545
O	-0.2215	15.9449	33.5669	0.5761	-0.2994	-0.0496
O	18.4572	0.4482	35.6015	-0.0442	0.0485	0.3235
O	13.8433	7.9587	38.1751	0.0635	0.0837	-0.3225
O	3.4224	11.1864	34.2459	0.0255	0.4218	-0.3542
O	4.1935	4.4115	29.8594	-0.0437	0.6017	0.0257
O	12.9242	11.4421	35.0215	0.132	0.0296	-0.51
O	-0.7025	1.183	31.4296	0.332	0.2378	-0.2946
O	27.5392	0.0923	34.8459	0.1929	0.0907	0.2436
O	20.8034	12.6243	28.4467	0.3405	-0.022	0.1062
O	19.1263	11.3975	34.8965	-0.2686	0.0767	0.2041
O	2.2213	7.5948	35.3784	0.4595	-0.2933	-0.3934
O	4.0212	2.1599	32.4846	-0.0462	-0.1199	0.5206
O	2.2821	2.7858	30.6248	-0.528	0.1673	0.1124
O	17.002	10.0973	34.0899	0.2299	-0.168	-0.1184
O	10.3318	11.3271	34.4726	-0.2081	-0.139	-0.4261
O	24.5436	6.6384	30.6245	0.2633	0.5144	0.3147
O	17.0468	7.8011	30.5286	0.1604	-0.1389	0.517
O	17.6151	10.3848	30.1812	-0.3082	0.1655	0.0011
O	12.0407	12.7267	32.9026	-0.1671	-0.0894	-0.2103
O	21.9333	3.5982	33.8109	0.5973	-0.4719	0.1875
O	5.8557	11.3726	33.021	0.5374	-0.0362	-0.0136
O	13.9193	14.1593	35.4687	0.2686	-0.3967	0.1854
O	6.1422	6.0109	30.4368	-0.4076	0.2036	0.0203
O	1.0824	7.4259	33.0973	0.273	-0.3254	0.0603
O	10.3638	3.1791	30.5349	-0.0068	0.0388	0.5155
O	1.4954	7.3072	30.5169	0.1644	-0.3762	0.2369
O	26.3464	9.1476	33.8192	0.2561	0.0532	-0.4101
O	11.3822	13.513	35.3825	-0.5641	0.1793	0.0022
O	8.6991	6.4405	30.6655	0.1118	-0.4989	0.1243
O	22.6811	0.3637	35.0474	-0.3954	-0.1554	-0.231
O	20.6704	15.2505	35.9739	0.1558	-0.5277	-0.2512

Results
total energy: -218738.114 eV
total energy less fixed offsets of O -438.35, Si -107.03 eV per atom: -19.394 eV
